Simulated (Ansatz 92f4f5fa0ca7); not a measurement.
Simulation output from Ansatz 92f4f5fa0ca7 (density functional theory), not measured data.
Periodic cell of 130 atoms, Si86O44, from a study of silicon, its oxide and their interface. The atomic structure is a simulated model.

Settings
functional: r2SCAN
potential files: Ansatz norm-conserving
basis: plane waves
wave-function cutoff: 1300 eV
density cutoff ratio: 4
exchange-correlation grid ratio: 1
k mesh: 2 x 2 x 1, shifted by 0.5 0.5 0.5 of a step
self-consistency stop: 5e-08 eV per atom in the density residual
occupations: Fermi-Dirac, 0.05 eV
spin: none
net charge: 0

Cell vectors (angstrom)
a	10.88	0	0
b	0	10.88	0
c	0	0	19.3509

Atoms and the computed forces on them: element, x, y, z (angstrom), force x, y, z (eV/angstrom)
Si	1.5307	2.8346	-2.1401	-0.1917	-0.2491	-0.0221
Si	1.4744	5.7112	-3.5178	-0.4741	0.0758	-0.2541
Si	1.68	6.6041	-1.356	0.4512	0.019	-0.1962
Si	5.4208	8.4323	-0.1113	0.0082	-0.2194	-0.3292
Si	7.8736	0.9094	1.1271	-0.1821	0.3228	-0.5723
Si	9.7232	2.7625	-0.4826	-0.0811	-0.2071	-0.0807
Si	3.6467	4.3679	-1.0622	-0.9127	-0.1298	-0.3978
Si	9.2473	9.1253	-1.4546	0.0924	0.4571	0.0219
Si	2.0751	-1.2783	-0.0682	-0.3225	-0.1917	-0.4258
Si	4.574	4.56	1.2299	-0.1747	0.0981	-0.0354
Si	0.612	6.5223	1.6975	0.0183	0.0811	0.114
Si	3.5041	8.1488	-1.4051	-0.2712	0.0495	0.7128
Si	7.4434	-0.2646	-0.8321	0.0145	0.0375	-0.0889
Si	10.0896	4.5253	1.698	-0.1361	0.0667	-0.4182
Si	6.3273	6.2245	1.4912	0.5721	0.0391	-0.7495
Si	11.105	7.9978	-0.1519	0.2239	0.0265	-0.2376
Si	0.3305	2.5196	2.7073	-0.0774	0.1712	0.3392
Si	2.0747	0.4908	2.6768	0.2473	-0.6355	-0.7732
Si	-0.2575	8.309	3.0452	-0.3775	-0.1427	-0.239
Si	2.6877	5.511	2.5517	-0.0965	0.1973	-0.0941
Si	5.548	2.7512	2.4671	0.685	-0.1471	-0.399
Si	8.4869	-0.351	2.9257	0.7503	-0.4515	0.0405
Si	5.5555	7.9968	2.7652	-0.473	0.514	-0.18
Si	8.1753	5.409	2.7762	-0.0053	-0.1614	0.2964
Si	1.4484	4.0977	4.0537	0.1171	-0.0917	0.1446
Si	4.0781	1.3373	3.7443	-0.1249	0.0182	0.2513
Si	1.2515	9.6834	4.1742	-0.1287	0.036	0.0746
Si	3.9219	6.8899	4.002	0.1828	-0.0207	0.1063
Si	6.7949	3.9877	4.0643	-0.0823	0.0292	0.2532
Si	9.6259	1.3845	4.0849	0.1232	-0.124	0.0727
Si	6.8286	9.4004	4.1393	0.1802	-0.1071	0.1624
Si	9.3555	6.8063	4.3037	-0.1852	0.269	0.1188
Si	-0.0481	0.1043	5.6109	0.0175	0.158	0.2589
Si	2.8587	2.7031	5.2929	-0.0205	0.0288	0.117
Si	-0.0458	5.3834	5.4726	0.0501	0.0304	0.1678
Si	2.6646	8.2595	5.4012	0.0627	-0.114	-0.092
Si	5.4007	-0.0447	5.3151	-0.2059	0.0013	-0.1979
Si	8.1756	2.6054	5.4582	-0.1365	0.1448	0.0319
Si	5.3391	5.4345	5.3087	0.1686	-0.0933	0.111
Si	8.0602	8.157	5.71	0.0488	-0.0341	0.242
Si	1.5325	1.4284	6.7839	0.1915	-0.0095	0.0298
Si	4.108	4.0116	6.7509	-0.2808	0.0917	-0.0036
Si	1.3403	6.8752	6.7338	0.0287	0.1127	0.0174
Si	4.1071	9.4841	6.7775	-0.0626	0.0065	0.1909
Si	6.7541	1.2126	6.7882	0.2609	-0.1245	-0.1234
Si	9.4886	3.9582	6.904	0.0625	-0.0666	-0.1469
Si	6.674	6.6297	6.847	-0.0875	0.1397	0.1755
Si	9.4117	9.6989	6.9988	0.0752	-0.0506	-0.311
Si	0.1503	2.6803	8.2225	-0.1104	0.0481	0.0364
Si	2.967	0.1124	8.1756	0.1168	0.2404	-0.2835
Si	0.1685	8.4571	8.0728	-0.5968	-0.2341	0.2818
Si	2.6001	5.3477	8.0249	0.4017	-0.0797	0.0014
Si	5.6456	2.7739	8.0679	0.4078	0.6716	-0.1553
Si	7.8863	-0.0918	8.5128	-0.0279	-0.1937	0.173
Si	5.2804	7.9585	8.1832	0.2208	-0.3247	-0.1758
Si	7.8361	5.091	8.2616	0.0139	-0.0535	-0.2397
Si	1.0745	4.4005	9.5483	-0.8318	0.4556	-0.142
Si	4.3382	1.5602	9.5523	-0.7814	-0.3256	0.4187
Si	1.219	10.1373	9.4662	-0.0062	0.0397	-0.1045
Si	3.7885	6.6781	9.5134	-0.4284	-0.0012	0.1291
Si	6.8839	5.4915	10.8301	-1.4581	0.1623	0.051
Si	8.5066	0.9388	10.6568	-0.0354	0.6098	-0.2896
Si	6.7761	8.9462	9.6615	-0.1132	-0.1739	-0.2644
Si	9.4045	6.232	9.7263	0.3319	0.7088	0.4872
Si	-0.0807	1.2026	10.1185	0.5434	0.0914	0.4584
Si	2.0462	3.0557	11.1035	0.3135	-0.2712	0.3553
Si	-2.4115	8.572	13.1928	-0.817	-0.0769	0.6632
Si	1.891	8.551	10.9959	-0.2321	-0.8627	-0.2992
Si	5.4209	-0.3038	11.891	-0.2266	0.0311	-0.1363
Si	7.1852	3.5763	12.0753	0.3391	0.4441	0.2047
Si	4.7228	5.8278	11.4385	0.8628	0.0452	-0.0659
Si	7.9692	7.4647	11.1595	0.4618	-0.3127	-0.3746
Si	8.3815	13.1717	17.0711	-0.1879	0.025	0.3197
Si	-1.3447	1.5011	14.3387	0.4182	0.1509	-0.0379
Si	-0.2204	6.4734	14.4307	0.1422	-0.3873	0.2892
Si	4.2863	4.1091	12.9789	-0.5439	0.1543	-0.2884
Si	-2.247	4.1529	13.8603	-0.1419	0.0063	0.0788
Si	-3.1907	4.4253	16.0747	0.4955	-0.1939	-0.2329
Si	3.8623	-3.2214	15.6552	0.0304	0.3766	0.2297
Si	0.858	10.8588	16.8799	0.424	-0.231	0.2269
Si	4.6997	4.9653	16.0236	0.3724	-0.0358	-0.0485
Si	7.6617	-0.1807	12.5825	0.422	0.2205	0.4609
Si	14.5679	9.6395	13.1996	-0.0883	-0.0997	0.4448
Si	0.9944	10.2315	14.0937	0.0866	0.0056	0.4437
Si	10.8091	-2.5192	13.1472	0.3123	-0.1135	-0.2728
Si	8.5187	7.544	16.1274	0.557	-0.5028	0.04
O	-9.0866	-10.9947	-1.1609	-0.517	0.2383	-0.3565
O	0.4058	2.8103	-0.9494	0.2076	0.0526	-0.0576
O	5.0916	6.5687	-3.5243	-0.2946	-0.1196	-0.1849
O	2.3776	-0.4227	1.2868	-0.0413	0.393	0.6972
O	-1.5384	1.595	0.6357	-0.3426	0.1934	0.1978
O	1.2186	12.3607	-2.9859	-0.1565	0.0698	0.0924
O	9.5705	9.3931	2.2537	0.0276	-0.1464	0.6086
O	6.4716	18.0314	0.0552	-0.1137	-0.074	0.5692
O	6.0915	-1.202	-0.9369	0.282	0.0585	0.2668
O	-1.4493	-6.6475	0.1794	0.3349	-0.2706	0.1942
O	3.0249	2.8673	-1.4716	0.0385	0.3174	0.1649
O	2.2235	5.1779	-0.679	0.3288	-0.3057	0.2011
O	8.0231	5.9974	-2.8256	-0.0359	0.1215	-0.1373
O	12.1779	9.8643	-3.6842	-0.1516	0.2289	-0.1323
O	10.1012	7.361	-3.6213	-0.381	-0.1206	-0.2122
O	2.8697	14.3126	-6.8791	-0.0607	-0.5469	0.1489
O	2.3277	-3.5496	10.0011	0.0717	0.7711	0.1521
O	-2.7401	0.8704	13.7892	-0.0369	0.0426	-0.1588
O	4.0845	4.4052	14.582	0.3484	-0.0931	0.1089
O	4.8313	0.9488	11.0014	0.3309	-0.1003	-0.1736
O	0.8978	1.8894	11.3391	0.0327	-0.0482	-0.4482
O	-5.1863	3.2628	12.7487	-0.2428	-0.3444	-0.0289
O	-1.391	5.5408	13.7234	0.3604	0.5062	-0.0547
O	3.0183	-2.3459	12.1854	-0.1154	0.2491	-0.0472
O	10.0101	-3.3551	8.968	0.5113	-0.0726	-0.4631
O	7.8131	2.4293	11.0708	-0.0257	-0.5812	0.1669
O	10.6247	5.2341	10.1601	0.1837	-0.0579	-0.3152
O	2.455	-0.1894	13.4961	-0.0966	-0.3028	-0.043
O	6.1016	4.1724	16.2243	-0.7502	0.1897	-0.0791
O	6.6822	12.9041	20.7833	-0.1633	-0.0217	0.5099
O	6.8482	3.7876	8.6064	-0.1054	-0.2346	-0.1227
O	5.6303	9.3662	10.7963	0.0143	0.4915	0.2882
O	-1.0994	2.975	13.7044	-0.0441	-0.4354	0.2147
O	-0.6352	-0.5279	17.2923	-0.1178	-0.1263	-0.1216
O	5.0686	8.9387	20.7808	0.1502	-0.4879	-0.0029
O	2.6498	6.6813	15.1068	0.0403	-0.1044	0.0137
O	10.8058	11.4469	14.0149	-0.1711	0.0251	-0.128
O	3.1468	2.5806	9.9948	-0.0226	0.0531	0.1959
O	4.1502	-2.0209	14.586	-0.1343	-0.0968	-0.5992
O	-3.0463	-2.7814	14.7186	0.2437	0.1308	-0.6105
O	-1.4957	1.7111	15.9252	-0.1782	-0.1583	-0.2904
O	1.4521	4.0658	16.1274	0.116	0.3167	0.0186
O	7.3432	1.0258	17.4627	0.3105	0.2987	-0.2806
O	11.3207	-2.7932	11.603	0.1821	0.2393	0.1712

Results
free energy: -30541.455 eV
free energy less fixed offsets of O -463.61, Si -117.95 eV per atom: 1.085 eV
pressure: -1.37 GPa
stress xx, yy, zz, yz, xz, xy (GPa, positive in tension): 0.89, 1.96, 1.26, -0.26, 0.19, 0.33
